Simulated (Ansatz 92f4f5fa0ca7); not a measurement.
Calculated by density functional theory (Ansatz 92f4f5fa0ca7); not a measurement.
Periodic cell of 215 atoms, Si133O82, from a study of silicon, its oxide and their interface. The atomic structure is a simulated model.
Doubt: the cutoff is far below the 930 eV that the study's wrapper takes by default for these files, so forces and energies are approximate.

Settings
functional: PBE
potential files: Ansatz PAW
basis: plane waves
wave-function cutoff: 580 eV
density cutoff ratio: 5
exchange-correlation grid ratio: 1
k mesh: 1 x 1 x 1, Gamma-centred
self-consistency stop: 5e-08 eV per atom in the density residual
occupations: fixed
spin: none
net charge: 0

Cell vectors (angstrom)
a, 10.938, 0, 0
b, 0, 10.938, 0
c, 0, 0, 31.5432

Atoms and the computed forces on them: element, x, y, z (angstrom), force x, y, z (eV/angstrom)
Si, 10.4353, 0.5749, 24.3329, 0.0051, 0.021, 0.0023
Si, 6.045, 10.4985, 24.1423, 0.0128, 0.0288, 0.0358
Si, 2.1301, 3.2493, 24.0794, -0.0081, -0.0145, 0.0067
Si, 8.7065, 2.2593, 24.3006, -0.0286, -0.0139, 0.0283
Si, 0.4994, 5.0532, 24.16, 0.007, 0.018, 0.0222
Si, 5.0516, 5.8968, 24.1942, 0.0191, -0.0082, 0.0016
Si, 3.3953, 7.6506, 24.1581, -0.006, -0.0086, 0.0103
Si, 7.8321, 8.8278, 23.989, 0.0086, -0.0172, 0.0046
Si, 1.3452, 1.4766, 25.4457, -0.021, 0.0332, 0.0597
Si, 6.9157, 1.3057, 25.485, 0.024, -0.0324, 0.0718
Si, 4.0277, 4.1006, 25.3204, -0.0284, 0.0062, 0.0314
Si, 9.6614, 4.102, 25.4133, 0.0322, -0.0329, 0.0457
Si, 1.4952, 6.8156, 25.3625, 0.0105, -0.0172, 0.0416
Si, 6.8983, 6.9479, 25.2384, -0.0099, 0.0161, 0.0088
Si, 4.2288, 9.5349, 25.3376, 0.0119, -0.0213, 0.0234
Si, 9.5352, 9.6399, 25.4248, -0.0556, 0.0104, 0.0767
Si, 2.7784, 0.0039, 26.6441, 0.0056, 0.0183, -0.1344
Si, 8.2188, -0.0285, 26.9316, 0.0046, -0.0045, 0.2112
Si, 0.0138, 2.7686, 26.9073, 0.0052, -0.0021, 0.2035
Si, 5.4481, 2.7369, 26.6666, 0.0052, -0.0152, -0.1098
Si, 2.7543, 5.4356, 26.8323, -0.0005, -0.0009, 0.1272
Si, 8.2204, 5.5242, 26.632, 0.0288, 0.0111, -0.1233
Si, 0.0403, 8.2091, 26.6523, 0.0227, 0.0223, -0.1167
Si, 5.5529, 8.1985, 26.7886, 0.0162, 0.0169, 0.0934
Si, 4.1069, 1.3653, 28.0613, -0.0067, 0.0403, 0.0642
Si, 9.5898, 1.3706, 28.2611, -0.0055, -0.0066, -0.3596
Si, 1.3874, 4.1243, 28.2594, -0.0003, -0.0595, -0.3458
Si, 6.8321, 4.1409, 28.0129, 0.0125, -0.0571, 0.1236
Si, 4.1613, 6.821, 28.1434, -0.0904, 0.0203, -0.0945
Si, 9.5962, 6.8513, 28.041, -0.0301, 0.0078, 0.0896
Si, 1.3971, 9.5878, 28.0344, -0.0494, 0.0015, 0.1238
Si, 6.8398, 9.532, 28.2591, 0.0728, 0.079, -0.3351
Si, 0.0509, -0.024, 29.524, 0.0419, -0.0509, 0.0219
Si, 5.4404, 0.0165, 29.4869, -0.0137, 0.0161, 0.0471
Si, 2.7684, 2.7071, 29.5212, 0.0268, -0.0285, 0.0529
Si, 8.1676, 2.776, 29.476, -0.0531, 0.0508, -0.0103
Si, -0.0229, 5.5108, 29.4955, -0.0283, 0.0274, 0.0477
Si, 5.5057, 5.452, 29.5032, 0.029, -0.0328, 0.0031
Si, 2.7485, 8.2165, 29.4461, 0.0208, -0.0153, -0.053
Si, 8.2524, 8.1621, 29.525, 0.0426, -0.0476, 0.0603
Si, 1.3934, 1.3554, 30.9017, -0.0005, -0.0101, 0.0223
Si, 6.8102, 1.3832, 30.8331, 0.0162, 0.0319, 0.0011
Si, 4.1265, 4.088, 30.8831, 0.0061, 0.0074, 0.0023
Si, 9.5482, 4.1258, 30.8399, -0.0188, -0.0105, 0.003
Si, 1.3693, 6.864, 30.8276, 0.0124, 0.0245, -0.006
Si, 6.8672, 6.8064, 30.8937, -0.0078, -0.0053, 0.014
Si, 4.0889, 9.5815, 30.8416, -0.0351, -0.0223, 0.0103
Si, 9.6013, 9.5487, 30.8908, 0.0246, 0.0222, 0.0112
Si, 2.747, -0.0321, 0.7188, 0.0117, 0.0135, 0.0068
Si, 8.1754, 0.0089, 0.6537, -0.0179, -0.0471, -0.021
Si, -0.034, 2.751, 0.6659, 0.0194, 0.0097, -0.0136
Si, 5.4811, 2.7116, 0.7115, -0.012, -0.0093, -0.0001
Si, 2.7121, 5.485, 0.66, -0.0087, -0.0207, -0.0228
Si, 8.2179, 5.4345, 0.7298, -0.0009, -0.0031, 0.0176
Si, 0.0363, 8.1813, 0.714, -0.0037, -0.002, 0.005
Si, 5.4608, 8.2152, 0.6638, 0.0347, 0.0179, -0.0203
Si, 4.1224, 1.3304, 2.0715, 0.0095, -0.0107, 0.0003
Si, 9.5144, 1.3841, 2.0205, -0.0435, 0.0778, -0.0501
Si, 1.3187, 4.1353, 2.0372, -0.0517, 0.053, -0.0031
Si, 6.8521, 4.0521, 2.0863, 0.0447, -0.0387, -0.0236
Si, 4.0683, 6.8681, 2.021, -0.0691, 0.0471, -0.0596
Si, 9.6066, 6.8011, 2.0697, 0.0364, -0.0382, -0.0009
Si, 1.3828, 9.547, 2.0912, 0.0052, -0.0138, -0.0212
Si, 6.8242, 9.5751, 2.0533, -0.0018, 0.0058, 0.0219
Si, -0.0701, -0.0036, 3.3161, 0.168, -0.0358, 0.3141
Si, 5.472, -0.0221, 3.5068, 0.0033, -0.0007, -0.1014
Si, 2.6892, 2.7244, 3.31, 0.0405, 0.0011, 0.3334
Si, 8.1882, 2.6776, 3.5208, -0.0028, 0.0694, -0.0946
Si, -0.018, 5.4616, 3.5368, 0.0291, -0.0254, -0.1301
Si, 5.4444, 5.482, 3.2974, 0.0299, -0.0901, 0.3815
Si, 2.7448, 8.192, 3.5078, -0.0148, 0.0042, -0.0845
Si, 8.2315, 8.186, 3.3639, -0.0951, -0.0016, 0.1694
Si, 1.2841, 1.3641, 4.6704, -0.0181, 0.0252, -0.14
Si, 6.8409, 1.2959, 4.9291, -0.0163, 0.0023, 0.0932
Si, 4.0614, 4.1169, 4.651, -0.0369, -0.0066, -0.1852
Si, 9.5349, 4.0602, 4.9005, -0.0057, -0.0401, 0.1315
Si, 1.3549, 6.8626, 4.9026, 0.0294, -0.0103, 0.1132
Si, 6.8334, 6.8022, 4.6871, -0.0027, -0.0032, -0.1554
Si, 4.108, 9.56, 4.8995, -0.0209, -0.014, 0.0981
Si, 9.5726, 9.5681, 4.7497, -0.0109, -0.0007, -0.0904
Si, 2.6121, 0.0384, 6.1072, -0.0095, -0.0368, -0.0615
Si, 8.2271, -0.1397, 6.2794, 0.002, -0.001, -0.0033
Si, -0.0202, 2.6458, 6.2101, 0.0424, -0.0014, -0.0461
Si, 5.3739, 2.7618, 6.0866, 0.0322, 0.0081, -0.0743
Si, 2.7493, 5.4262, 6.156, 0.0156, -0.0412, -0.0429
Si, 8.0934, 5.4357, 6.1859, -0.0141, -0.0079, -0.05
Si, -0.008, 8.2919, 6.239, 0.0107, 0.0216, -0.0341
Si, 5.5617, 8.1458, 6.164, 0.021, 0.0054, -0.0358
Si, 3.4842, 1.9169, 7.1948, -0.1017, 0.1272, -0.0482
Si, 10.0257, 0.8217, 7.4779, -0.0117, 0.0081, -0.017
Si, 1.7796, 3.6429, 7.3643, -0.0152, -0.0016, -0.0604
Si, 6.2122, 4.5216, 7.3908, -0.0196, 0.0102, -0.0186
Si, 4.6394, 6.3045, 7.2676, -0.0034, -0.032, -0.0398
Si, 9.1568, 7.1891, 7.33, -0.0018, 0.015, -0.0241
Si, 0.8927, 10.1476, 7.5276, 0.0055, 0.0131, 0.0031
Si, 7.4036, 8.8833, 7.4984, 0.026, -0.0091, -0.0518
O, 4.5786, 6.5984, 8.8953, -0.0233, 0.0352, 0.0325
O, 1.3845, 3.9768, 8.9482, -0.0084, 0.0159, 0.0526
O, 9.7454, 6.5528, 8.7473, -0.0041, -0.0031, 0.0148
O, 1.3065, 10.1016, 9.1594, 0.0174, -0.0073, -0.0011
O, 6.0833, 4.2201, 9.0322, 0.0115, -0.0414, 0.0436
O, 3.7114, 1.5735, 8.78, 0.0258, -0.0075, 0.005
O, 7.1257, 8.9571, 9.1455, -0.0014, 0.0162, 0.0589
O, 9.657, 1.0705, 9.0802, -0.0187, 0.0058, 0.0224
O, 8.2492, 2.5312, 22.7388, -0.0038, 0.0026, 0.0021
O, 10.9965, 5.5538, 22.641, -0.005, -0.0012, -0.0039
O, 5.6374, 0.0833, 22.63, -0.0056, 0.0003, -0.004
O, 5.2943, 5.3979, 22.6314, -0.0022, -0.0002, 0.003
O, 2.1428, 2.8023, 22.4749, 0.0067, -0.0062, -0.0168
O, 3.3289, 7.849, 22.5051, 0.0031, 0.0081, 0.0056
O, 8.3815, 8.7422, 22.4093, 0, 0.0045, -0.0081
O, -0.1784, 11.2392, 22.7421, 0.0048, -0.0019, 0.0084
Si, 2.1552, 2.9895, 12.8934, -0.0091, -0.0044, -0.0083
Si, 8.6835, 1.2925, 10.3633, 0.0207, 0.0156, -0.0243
Si, 1.0699, 4.5055, 15.3539, 0.0027, -0.0055, 0.005
Si, 7.5529, 5.5679, 12.2049, -0.0029, 0.0076, -0.0162
Si, 2.4109, 8.1848, 21.2094, -0.0092, 0.0038, -0.0078
Si, 5.4168, 7.7658, 12.4791, 0.0016, -0.0132, -0.0041
Si, 9.2613, 0.458, 15.5023, -0.0023, -0.0007, 0.0018
Si, 2.9112, -0.0432, 16.6523, 0.0018, 0.0048, -0.001
Si, 10.4686, 1.1666, 12.6097, 0.0095, -0.0004, 0.0131
Si, 7.7657, 2.8314, 21.23, 0.0139, 0.0064, -0.0202
Si, 9.1344, 8.789, 14.4681, -0.0067, 0.0021, -0.0029
Si, 1.4676, 4.7875, 10.3608, 0.0119, -0.0322, -0.0317
Si, 4.4793, 9.4876, 19.1317, 0.0013, 0.0069, 0.0006
Si, 11.0714, 6.0998, 21.1101, 0.0037, -0.0051, -0.0109
Si, 6.6139, 10.4497, 14.8459, 0.0222, -0.004, 0.0096
Si, 5.3901, 0.7327, 21.1686, -0.011, -0.0051, -0.0197
Si, 2.3479, 9.8028, 10.3926, -0.0214, -0.0272, 0.0091
Si, 0.4274, 10.6328, 21.3827, 0.0109, 0.0014, -0.0073
Si, 5.8551, 5.2519, 21.1242, 0.0025, 0.0057, -0.0044
Si, 3.6436, 7.0855, 10.1107, 0.0052, -0.0483, -0.0087
Si, 9.049, 5.6866, 14.842, 0.0089, 0.0076, 0.0007
Si, 3.6636, 4.0777, 19.0924, -0.0059, -0.0031, 0.006
Si, 10.0306, 3.6647, 19.3135, -0.0018, 0.0005, 0.0109
Si, 4.2571, 8.6641, 15.3617, -0.0054, 0.0117, 0.013
Si, 0.4551, 1.9202, 17.1543, -0.0004, -0.0028, 0.0048
Si, 6.7896, 7.534, 19.2438, 0.001, 0.0003, 0.0072
Si, 5.2572, 3.6232, 16.7373, -0.0036, -0.0013, 0.0004
Si, 7.7829, 5.0144, 17.5207, 0.0025, 0.0005, 0.0103
Si, 6.6748, 9.9049, 10.3946, -0.0154, -0.014, 0.0033
Si, 4.3808, 1.0438, 10.1332, -0.0261, -0.0001, -0.0006
Si, -0.0276, 9.0949, 11.9102, -0.0083, -0.0012, 0.0101
Si, 9.0995, 8.6304, 20.9344, -0.0008, 0.0043, 0.0027
Si, 4.5525, 1.6682, 14.5748, -0.0144, 0.0034, 0.0034
Si, 2.4452, 2.0811, 21.0446, -0.0018, 0.0034, 0.0057
Si, 6.3321, 3.3279, 10.374, 0.056, 0.0379, -0.0214
Si, 3.4332, 5.9181, 16.7396, -0.0001, 0.0017, 0.0023
Si, 9.8749, 6.5474, 10.3609, 0.0045, -0.0184, 0.0013
O, 0.126, 2.6307, 18.5837, -0.0004, 0.0009, -0.0003
O, 2.9237, 9.6291, 15.5767, 0.0014, -0.0049, -0.0011
O, 10.8607, 4.8055, 20.1407, -0.0017, 0.0008, -0.0021
O, 7.5608, 2.3691, 9.9258, -0.0013, 0.0202, 0.024
O, 10.9229, 5.3555, 10.8077, -0.0049, 0.0031, 0.0097
O, 6.5864, 6.7025, 12.8791, -0.0068, 0.0115, 0.0001
O, 10.3099, 8.0712, 10.7928, 0.006, 0.0088, -0.0072
O, 7.6682, 9.4575, 14.005, -0.01, -0.0013, -0.0056
O, 8.4087, 6.2191, 10.9836, -0.006, -0.0045, 0.0009
O, 5.3561, 10.4919, 20.0598, -0.0016, 0.0002, -0.0009
O, 2.1657, 3.7555, 11.4373, 0.009, -0.0129, 0.009
O, 7.9704, 8.5476, 19.7539, -0.0002, -0.0031, -0.0063
O, 6.2034, 6.7286, 20.5416, -0.0026, 0.0013, -0.0022
O, 5.5081, 2.7159, 15.4058, 0.0011, 0.0015, 0.0022
O, 1.3077, 0.9214, 20.6961, -0.0056, 0, 0.0012
O, 6.074, 9.0226, 11.6391, -0.0011, 0.0267, -0.018
O, 4.614, 4.9883, 16.1099, 0.0026, 0.0018, -0.0006
O, 6.5951, 3.9049, 17.6312, 0.0008, 0.0003, -0.0033
O, 10.5563, 10.6791, 11.8178, -0.0133, -0.0061, -0.0098
O, 5.5799, 0.4985, 13.9864, 0.0018, -0.0036, -0.0039
O, 8.0162, 5.0951, 15.9255, -0.0026, -0.0048, -0.0013
O, 9.728, 9.8196, 15.598, 0.0052, -0.0041, -0.0003
O, -0.3938, 5.1509, 15.1402, -0.008, 0.0016, -0.0027
O, 1.565, 6.8418, 20.7945, -0.0005, 0.0017, 0.0029
O, 1.4972, 0.6348, 17.1706, -0.0013, 0.0012, 0.0026
O, 6.5918, 1.7771, 20.8026, 0.0006, -0.0008, 0.0052
O, 1.0037, 1.8211, 12.8469, 0.0006, -0.0108, -0.0031
O, 3.2534, 5.4956, 18.3329, 0.0015, 0.0031, -0.0036
O, 9.5219, 2.0096, 11.5823, -0.0142, 0.0039, -0.0135
O, 1.0236, 3.0987, 16.1796, -0.0038, 0.0049, -0.0043
O, 8.6022, 5.1382, 13.3761, -0.0047, -0.0034, 0.0017
O, 10.2837, 8.5953, 13.3224, 0.0027, 0.0029, -0.0009
O, 1.4421, 9.4, 21.695, -0.0004, -0.0032, -0.0113
O, 10.0813, 9.9294, 20.6019, -0.0044, -0.0024, -0.0004
O, 3.1755, 0.2051, 10.8979, -0.0001, 0.0338, 0.0085
O, 5.0663, 2.3683, 10.837, -0.0421, -0.03, 0.0003
O, 1.7548, 4.1739, 13.9249, -0.0067, 0.0071, 0.0081
O, 7.9443, 10.8382, 10.8552, -0.0212, -0.0048, 0.0063
O, 9.1346, 4.4723, 18.2231, -0.0059, 0.0031, -0.0058
O, 5.6338, 9.4995, 15.7696, 0.0007, -0.0019, -0.0005
O, 5.5387, -0.0377, 9.8015, 0.017, -0.0017, -0.0526
O, 3.5914, 2.3159, 13.3931, 0.0039, -0.0019, 0.0016
O, 1.9743, 5.6517, 16.0693, -0.0004, 0.0001, -0.0076
O, 9.7069, 1.0416, 14.0405, 0.0045, 0.0051, 0.001
O, 4.3911, 6.9308, 11.5364, 0.0002, 0.007, 0.0053
O, 4.7612, 4.4747, 20.2177, -0.0021, 0.0033, -0.0007
O, 9.9493, 1.3518, 16.6491, -0.0005, -0.0033, 0.0014
O, 6.6942, 4.2946, 11.6446, -0.0086, -0.0176, -0.0059
O, 5.5769, 8.4048, 18.5771, 0, -0.0005, -0.001
O, 9.0711, 2.7364, 20.2571, 0.0019, 0.0026, -0.0063
O, 3.6007, 1.1308, 15.7757, 0.0047, 0.004, 0.0005
O, 4.2178, 3.0739, 17.8999, 0.0044, 0.0014, -0.0043
O, 9.9092, 7.2149, 20.8857, 0.0048, -0.0026, -0.0015
O, 3.3616, 8.6644, 9.821, 0.0021, 0.012, -0.001
O, 3.9358, 7.4272, 16.383, -0.0003, -0.0009, -0.0052
O, 7.6268, 0.4864, 15.7008, -0.0019, 0.0009, 0.0017
O, 8.9306, 7.2996, 15.0441, -0.0029, -0.0041, 0.0033
O, 3.9295, 1.4353, 21.1583, 0.0135, 0.0006, -0.0031
O, 1.5987, 9.1212, 11.6962, 0.0118, 0.0045, -0.0172
O, 2.3172, 6.1606, 10.1568, 0.0123, 0.0197, 0.0182
O, 7.3462, 6.4608, 18.1428, -0.0009, -0.0015, -0.0031
O, 7.2245, 4.3678, 21.1262, -0.0028, -0.0096, 0.0023
O, 4.5495, 8.2236, 13.8015, 0.0039, -0.002, -0.0139
O, 3.3264, 8.674, 19.9597, 0.0029, -0.0026, -0.0036
O, 2.4959, 3.234, 19.8711, 0.0038, 0.0046, -0.0058
O, 3.7374, 10.3654, 17.9655, -0.0007, -0.0027, 0.0003

Results
free energy: -131185.671 eV
free energy less fixed offsets of O -568.88, Si -635.61 eV per atom: -1.381 eV

The program warned: the cutoff lies below the one the program advises for these potential files; the exchange-correlation potential is rough where the density is thin.
